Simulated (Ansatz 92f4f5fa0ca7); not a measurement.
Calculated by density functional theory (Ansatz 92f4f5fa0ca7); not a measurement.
Periodic cell of 430 atoms, Si266O164, from a study of silicon, its oxide and their interface. The atomic structure is a simulated model.
Doubt: the cutoff is far below the 930 eV that the study's wrapper takes by default for these files, so forces and energies are approximate.
This geometry differs little from another in the collection (a relaxation step or a small displacement).

Settings
functional: PBE
potential files: Ansatz PAW
basis: plane waves
wave-function cutoff: 580 eV
density cutoff ratio: 5
exchange-correlation grid ratio: 1
k mesh: 1 x 1 x 1, Gamma-centred
self-consistency stop: 5e-08 eV per atom in the density residual
occupations: fixed
spin: none
net charge: 0

Cell vectors (angstrom)
a	15.4687	0	0
b	0	12.8259	0
c	0	0	37.708

Atoms and the computed forces on them: element, x, y, z (angstrom), force x, y, z (eV/angstrom)
Si	-0.024	1.182	35.019	-0.001	0	0
Si	3.845	1.17	35.056	0.001	-0.001	0.001
Si	7.726	1.183	35.057	0	-0.001	0.002
Si	11.615	1.175	35.026	0.001	0	-0.001
Si	1.889	7.572	35.041	0.002	0.001	0
Si	5.76	7.574	35.037	0.002	-0.002	-0.001
Si	9.644	7.574	35.028	-0.002	-0.002	-0.002
Si	13.51	7.574	35.029	0.001	-0.001	0
Si	1.934	5.247	35.441	0.043	0.015	0.075
Si	5.801	5.247	35.441	0.129	0.055	-0.187
Si	9.668	5.247	35.441	-0.183	0.095	-0.109
Si	13.535	5.247	35.441	0.049	-0.075	-0.071
Si	0	11.66	35.441	-0.055	0.078	-0.304
Si	3.867	11.66	35.441	-0.231	0.046	0.073
Si	7.734	11.66	35.441	-0.092	-0.088	0.019
Si	11.602	11.66	35.441	0.187	0.084	0.06
Si	0	4.664	36.678	0.001	-0.074	-0.036
Si	3.867	4.664	36.678	-0.046	-0.054	-0.054
Si	7.734	4.664	36.678	0.008	0.005	-0.022
Si	11.602	4.664	36.678	0.023	-0.085	-0.078
Si	1.934	11.077	36.678	0.076	0.045	0.022
Si	5.801	11.077	36.678	0.043	0.004	-0.002
Si	9.668	11.077	36.678	-0.009	0.001	-0.019
Si	13.535	11.077	36.678	-0.035	0.048	0.023
Si	0	2.332	37.09	-0.087	0.009	0.011
Si	3.867	2.332	37.09	-0.106	0.008	0.2
Si	7.734	2.332	37.09	0.011	-0.007	0.282
Si	11.602	2.332	37.09	0.104	-0.023	0.043
Si	1.934	8.745	37.09	-0.08	0.036	0.059
Si	5.801	8.745	37.09	-0.053	0.05	0.035
Si	9.668	8.745	37.09	-0.057	0.035	-0.023
Si	13.535	8.745	37.09	-0.062	0.006	-0.001
Si	1.934	1.749	0.619	0.06	0.06	-0.007
Si	5.801	1.749	0.619	0.038	0.041	0.006
Si	9.668	1.749	0.619	-0.059	0.058	-0.014
Si	13.535	1.749	0.619	0.014	0.033	0.019
Si	0	8.162	0.619	0.04	-0.01	-0.002
Si	3.867	8.162	0.619	0.03	-0.029	-0.01
Si	7.734	8.162	0.619	0.015	-0.016	-0.028
Si	11.602	8.162	0.619	0.036	-0.014	-0.016
Si	0	5.83	1.031	0.008	0.016	0.02
Si	3.867	5.83	1.031	0.05	0.016	0.035
Si	7.734	5.83	1.031	0.003	-0.002	0.043
Si	11.602	5.83	1.031	-0.024	0.048	0.054
Si	1.934	12.243	1.031	-0.066	-0.013	-0.013
Si	5.801	12.243	1.031	-0.052	0.003	-0.002
Si	9.668	12.243	1.031	0.019	0.003	-0.016
Si	13.535	12.243	1.031	0.034	-0.002	0.016
Si	1.934	5.247	2.268	-0.036	-0.033	0.132
Si	5.801	5.247	2.268	-0.042	-0.014	0.075
Si	9.668	5.247	2.268	-0.033	-0.007	0.097
Si	13.535	5.247	2.268	0.07	-0.071	0.073
Si	0	11.66	2.268	0.086	0.027	-0.171
Si	3.867	11.66	2.268	0.071	0.001	-0.128
Si	7.734	11.66	2.268	0.034	0.017	-0.045
Si	11.602	11.66	2.268	-0.061	0.004	-0.129
Si	1.934	2.915	2.68	-0.056	-0.216	-0.178
Si	5.801	2.915	2.68	-0.031	-0.092	-0.034
Si	9.668	2.915	2.68	0.026	-0.19	-0.133
Si	13.535	2.915	2.68	-0.007	-0.093	-0.044
Si	0	9.328	2.68	-0.038	0.106	0.102
Si	3.867	9.328	2.68	-0.034	0.169	0.152
Si	7.734	9.328	2.68	-0.022	0.075	0.081
Si	11.602	9.328	2.68	-0.035	0.112	0.117
Si	-0.112	-2.139	28.608	0.004	-0.008	-0.005
Si	3.442	-0.222	27.937	0.001	0.017	0.001
Si	8.153	-0.895	27.185	0	-0.003	0.002
Si	11.209	-0.003	27.58	0.002	-0.001	-0.003
Si	1.433	6.806	28.312	0	0.014	0.001
Si	5.899	6.547	27.598	0.003	-0.001	-0.001
Si	8.933	6.598	27.608	-0.001	-0.001	-0.005
Si	13.793	6.302	28.485	-0.008	0.009	-0.001
Si	2.112	3.812	28.792	0	-0.004	-0.008
Si	5.833	3.556	28.594	0.011	0	0.007
Si	9.332	3.587	28.185	-0.003	-0.001	-0.007
Si	13.748	4.03	29.04	0.002	-0.01	-0.004
Si	0.291	12.975	28.346	-0.001	0.005	-0.02
Si	3.811	10.434	28.693	0.005	-0.014	0.002
Si	7.614	11.49	29.418	-0.003	0.001	0.01
Si	11.9	10.091	28.309	-0.004	-0.001	-0.006
Si	0.208	3.468	30.16	0.003	0.004	0.007
Si	3.999	3.526	30.11	-0.006	-0.001	0.009
Si	7.746	3.071	29.873	-0.005	0	0.002
Si	11.776	3.503	30.165	-0.001	0.005	-0.001
Si	1.825	9.97	29.906	-0.006	0.003	0.011
Si	5.721	10.212	30.088	0.007	0.011	0.001
Si	9.341	10.098	30.24	0.003	0.015	-0.001
Si	13.576	9.878	29.937	0	0.005	0.007
Si	0.07	1.169	30.486	-0.009	-0.003	0.017
Si	3.907	1.273	30.72	0.009	0	-0.007
Si	7.695	0.792	30.611	0	-0.006	-0.008
Si	11.502	1.193	30.58	-0.007	-0.006	-0.001
Si	1.793	7.685	30.468	0.004	-0.003	-0.004
Si	5.717	7.831	30.517	-0.001	-0.002	-0.001
Si	9.44	7.741	30.583	-0.01	-0.006	0.009
Si	13.479	7.581	30.458	0.004	-0.008	0.005
Si	1.932	0.583	31.793	-0.004	-0.002	-0.001
Si	5.78	0.579	31.938	-0.003	-0.001	0.002
Si	9.65	0.594	31.905	-0.001	0.001	-0.002
Si	13.533	0.558	31.639	0.013	0.003	-0.001
Si	-0.074	7.027	31.744	-0.005	-0.001	-0.001
Si	3.776	7.138	31.694	-0.008	0	0.003
Si	7.588	6.926	31.713	0.003	0.003	0.001
Si	11.495	7.093	31.673	0.006	0.004	-0.003
Si	0.049	4.704	32.165	-0.002	-0.001	0.002
Si	3.905	4.788	32.103	0.003	0	-0.002
Si	7.733	4.511	31.935	0.001	-0.003	-0.002
Si	11.571	4.752	32.143	-0.002	-0.007	0.008
Si	1.9	11.069	32.058	0	-0.005	-0.006
Si	5.711	11.091	32.265	-0.001	-0.002	0.003
Si	9.705	11.115	32.297	0.004	-0.01	0
Si	13.517	11.054	32.039	-0.002	-0.006	-0.003
Si	1.986	4.118	33.37	-0.004	-0.001	-0.001
Si	5.825	4.115	33.33	-0.001	-0.004	0
Si	9.634	4.123	33.344	0.004	0.001	0
Si	13.536	4.105	33.348	0.002	-0.004	-0.005
Si	-0.025	10.506	33.33	0.003	0.001	-0.002
Si	3.775	10.473	33.404	0.002	-0.003	0.002
Si	7.702	10.458	33.395	-0.004	-0.004	-0.005
Si	11.651	10.476	33.403	-0.004	0.001	0.002
Si	1.926	1.781	33.82	0.002	0.002	0.001
Si	5.78	1.817	33.891	-0.001	0.003	-0.003
Si	9.66	1.82	33.875	0.001	0.002	0.001
Si	13.521	1.75	33.727	-0.003	0.005	-0.001
Si	-0.038	8.181	33.799	-0.002	-0.001	0.001
Si	3.805	8.164	33.818	-0.001	0.004	-0.003
Si	7.688	8.111	33.792	0	0.004	0.004
Si	11.578	8.157	33.789	0	0.002	0.002
Si	0	2.332	3.917	0.248	-0.026	-0.503
Si	3.867	2.332	3.917	-0.021	-0.045	-0.325
Si	7.734	2.332	3.917	0.11	0.068	-0.075
Si	11.602	2.332	3.917	-0.164	-0.071	-0.473
Si	1.934	8.745	3.917	0.044	0.05	0.421
Si	5.801	8.745	3.917	0.145	0.059	0.429
Si	9.668	8.745	3.917	0	0.062	0.216
Si	13.535	8.745	3.917	0.144	-0.147	0.167
Si	1.933	6.432	4.338	0	0	0.001
Si	5.786	6.425	4.33	0.002	0	0.001
Si	9.66	6.429	4.336	0.001	0.001	0.002
Si	13.552	6.427	4.331	-0.002	0.001	0.003
Si	0.024	12.804	4.321	0	0	0.001
Si	3.891	12.807	4.327	-0.001	0.001	0
Si	7.751	12.81	4.339	0	0	0
Si	11.607	12.806	4.327	0	0.001	0
Si	0.013	5.919	5.631	0	-0.001	-0.001
Si	3.858	5.893	5.609	-0.002	0	0.003
Si	7.712	5.904	5.592	0	-0.002	0.003
Si	11.61	5.887	5.567	0.002	-0.001	-0.006
Si	1.964	12.152	5.518	0	-0.005	-0.003
Si	5.821	12.176	5.552	-0.001	-0.005	-0.002
Si	9.685	12.197	5.57	0	-0.004	0.001
Si	13.556	12.099	5.464	-0.002	-0.004	0.001
Si	0.079	3.571	5.87	-0.003	-0.004	0.004
Si	3.877	3.539	5.911	0.002	-0.003	0
Si	7.763	3.556	5.944	-0.002	0.002	0.002
Si	11.588	3.547	5.886	0.001	-0.004	0.004
Si	1.958	9.853	6.085	0.002	0.003	0.003
Si	5.862	9.872	6.08	0.003	0.001	0.002
Si	9.699	9.871	6.037	-0.002	0.003	-0.001
Si	13.586	9.818	6.044	0.002	0.005	0.003
Si	1.965	2.862	7.087	0	0.009	0.005
Si	5.809	2.882	7.051	-0.002	0.005	-0.004
Si	9.707	2.919	7.143	0.002	0.008	-0.001
Si	13.584	2.772	6.786	-0.001	0.008	-0.003
Si	0.019	9.362	7.448	0	-0.007	-0.003
Si	3.927	9.372	7.392	-0.004	0.001	0
Si	7.826	9.433	7.444	0.001	0.001	-0.002
Si	11.64	9.339	7.312	-0.004	-0.002	-0.001
Si	-0.014	6.977	7.816	0.003	0.008	-0.003
Si	3.841	6.986	7.748	-0.004	0.001	-0.008
Si	7.683	7.031	7.71	-0.014	-0.003	0
Si	11.608	6.956	7.703	-0.001	0.002	0
Si	2.01	13.354	7.514	0	-0.004	0.005
Si	5.852	13.406	7.55	0	-0.001	0.005
Si	9.705	13.443	7.575	0.001	-0.005	0.001
Si	13.631	13.366	7.39	0.002	-0.008	0.002
Si	1.931	6.259	9.003	-0.001	-0.003	0.008
Si	5.756	6.277	8.941	0.014	-0.004	-0.002
Si	9.617	6.258	8.799	0	0.007	0.006
Si	13.504	6.02	8.824	0.002	-0.01	0.001
Si	0.056	12.923	8.735	-0.001	0.014	-0.003
Si	3.935	12.99	8.849	-0.002	0.013	0.005
Si	7.768	13.066	8.899	-0.002	0.011	0.005
Si	11.741	13.077	8.709	-0.002	0.011	0.006
Si	1.959	3.891	9.183	-0.001	0.003	-0.012
Si	5.721	3.912	9.122	-0.011	0.007	-0.005
Si	9.57	3.95	9.258	0.007	-0.004	-0.003
Si	15.493	2.92	10.031	-0.003	-0.002	0
Si	0.034	10.68	9.554	-0.004	-0.007	0.004
Si	4.046	10.655	9.488	-0.004	-0.009	0.001
Si	7.977	10.768	9.602	-0.008	-0.006	-0.001
Si	11.779	10.804	9.219	0.007	0.001	-0.01
Si	-1.829	3.7	8.838	0.006	0.004	-0.006
Si	3.846	2.98	10.217	0.006	0	0.016
Si	7.607	3.078	10.196	-0.001	0	0.009
Si	12.155	2.805	10.391	-0.003	-0.004	0.009
Si	2.064	10.212	10.714	0.01	0.009	0.014
Si	6.039	10.122	10.814	0.007	-0.001	0.008
Si	10.154	10.697	10.858	-0.011	-0.019	0.034
Si	13.451	10.128	10.739	0.002	-0.001	0.013
Si	-0.938	3.084	12.114	-0.002	-0.005	0
Si	1.663	-1.285	13.501	0.003	0.004	0.003
Si	6.887	4.595	12.875	-0.002	-0.002	0.001
Si	14.555	0.394	13.621	0	0.004	0.001
Si	2.201	7.064	11.224	0.001	-0.013	-0.013
Si	5.439	6.973	11.183	0	-0.011	-0.006
Si	10.061	7.626	11.659	-0.002	-0.001	0
Si	13.046	7.144	11.606	-0.005	-0.006	0.006
O	11.501	6.997	12.13	-0.001	0	-0.002
O	1.16	6.344	12.293	-0.001	0.001	0.003
O	-0.349	10.298	26.999	0.001	0.004	0.01
O	7.409	7.121	27.288	0.001	-0.001	0.003
O	9.688	-0.279	27.012	-0.001	-0.001	-0.001
O	1.837	0.096	27.726	0.002	-0.005	0.005
O	8.679	15.16	14.178	0	-0.005	0.002
O	0.095	11.973	13.307	-0.001	-0.001	-0.001
O	6.511	11.304	14.772	-0.001	0.004	0.001
O	0.015	6.026	14.829	0	0	0
O	5.656	3.833	13.65	0	0.001	0
O	8.176	12.693	13.338	0.001	0	0
O	15.056	14.6	12.935	-0.001	-0.003	0.003
O	8.79	7.488	12.676	0.001	-0.001	-0.004
O	2.253	11.193	12.024	-0.003	-0.002	-0.005
O	6.253	11.11	12.144	-0.003	-0.003	-0.005
O	-0.59	4.429	12.946	0	0.002	0.001
O	14.072	6.984	12.853	-0.001	0.001	-0.002
O	10.723	11.704	12.102	-0.003	-0.009	-0.013
O	4.936	0.579	14.987	0.001	-0.005	0.002
O	14.635	0.628	15.228	-0.002	-0.001	-0.003
O	13.371	8.487	10.742	0.002	0.003	-0.003
O	13.008	12.923	13.15	0.002	0.001	0.001
O	3.82	6.856	11.557	-0.002	0.003	0.005
O	13.617	3.175	27.639	-0.001	-0.003	-0.001
O	9.484	2.626	26.84	0	0.001	0.005
O	11.887	8.912	27.188	0	0	0.004
O	7.962	10.475	26.42	0	0.005	0.003
O	4.801	7.088	26.503	-0.002	0.002	0.001
O	7.07	0.168	26.553	0.001	-0.002	-0.001
O	12.654	6.43	27.295	0	-0.003	0.001
O	9.469	7.091	29.061	0.002	-0.002	-0.002
O	14.772	0.834	27.198	0.006	-0.005	0.008
O	4.347	0.255	26.642	-0.003	-0.002	0.005
O	2.183	7.697	27.166	0.001	0	0.001
O	2.225	2.846	27.441	0	0.002	0.008
O	10.08	7.056	26.545	-0.001	-0.001	0.003
O	12.097	1.121	26.792	0	-0.001	0.005
O	5.799	2.298	27.539	-0.001	-0.002	-0.002
O	-0.175	6.788	27.939	0.003	-0.003	0.006
Si	-0.06	13.797	18.628	0	-0.001	0.002
Si	9.673	2.863	25.224	0	0	-0.003
Si	13.898	12.603	23.423	-0.001	-0.002	0.001
Si	5.742	1.107	26.427	0.001	0.001	-0.003
Si	0.977	1.701	23.547	-0.001	-0.002	0
Si	8.518	8.511	13.921	0	-0.001	0.002
Si	12.511	6.46	17.078	-0.001	0	0.001
Si	10.341	9.706	23.093	0.001	-0.001	0
Si	11.271	4.374	18.77	-0.001	0	0.001
Si	8.906	11.866	21.345	0	-0.001	0.001
Si	3.635	9.893	21.521	0	-0.002	0
Si	18.042	12.819	17.51	-0.001	-0.002	0
Si	1.944	9.15	24.104	0	-0.002	-0.001
Si	13.13	12.603	20.481	0	-0.001	0.001
Si	-0.162	5.967	13.21	-0.002	0	0.003
Si	15.385	6.914	16.197	0	-0.001	0.002
Si	11.855	3.807	15.919	0	0	0.001
Si	4.047	3.708	13.373	0	-0.002	0.001
Si	10.621	11.331	19.024	-0.001	0.001	0.003
Si	8.152	7.629	23.196	0	-0.002	-0.001
Si	3.385	13.883	14.921	0.002	-0.001	0
Si	8.933	3.773	14.89	-0.001	-0.001	0.001
Si	2.288	3.092	25.828	-0.002	0	-0.004
Si	11.172	-0.61	15.967	-0.004	-0.001	-0.001
Si	1.818	8.846	15.335	-0.001	0	0.003
Si	3.519	2.022	21.785	0	-0.001	0
Si	3.876	10.003	16.889	0	-0.001	0.001
Si	1.84	3.389	19.622	-0.001	-0.002	0.001
Si	11.78	2.567	21.333	0	-0.001	0
Si	4.151	12.467	20.163	0.001	-0.001	0
Si	12.061	11.578	13.081	-0.004	0.002	0.005
Si	0.728	4.543	23.948	-0.001	-0.001	-0.001
Si	3.878	7.116	19.979	0	0	0.001
Si	17.835	5.659	17.648	-0.001	-0.001	0.002
Si	13.581	14.197	16.211	-0.001	0	0.001
Si	8.166	9.836	24.944	0.001	-0.003	-0.003
Si	5.819	8.081	15.65	0.001	0	0
Si	1.784	5.643	21.529	0	-0.001	0.001
Si	3.593	8.203	26.518	0	0	-0.002
Si	8.615	13.615	14.633	-0.002	0.002	0.003
Si	5.991	11.116	18.422	-0.001	0	0
Si	9.938	7.782	16.358	-0.001	-0.001	0.002
Si	-0.512	10.36	25.377	-0.002	0	-0.005
Si	3.512	6.305	14.869	0	0	0
Si	6.666	7.028	18.598	0	-0.001	0.001
Si	5.03	3.121	24.323	0	0.002	-0.003
Si	6.155	12.61	15.684	-0.001	0.002	-0.001
Si	12.948	8.448	23.977	-0.001	-0.001	0
Si	11.665	7.458	26.495	-0.003	0.001	-0.001
Si	15.328	7.066	23.028	0	-0.001	0
Si	7.709	4.451	23.622	0	0	0
Si	12.552	2.315	24.099	0	-0.001	-0.002
Si	8.583	9.298	18.586	-0.001	0	0.001
Si	13.57	1.85	26.733	-0.004	0.004	-0.005
Si	8.907	1.889	22.651	0.001	-0.001	0
Si	8.645	5.097	17.535	-0.001	0	0.002
Si	7.328	11.283	13.369	0.001	0	0.005
Si	6.697	9.997	22.392	0	-0.001	-0.001
O	4.89	9.446	15.703	-0.001	-0.001	0
O	13.989	7.078	16.996	-0.001	-0.001	0
O	5.032	6.885	14.88	-0.001	0	0
O	0.983	12.761	17.89	0	-0.001	-0.001
O	3.288	6.123	21.131	-0.001	-0.002	0
O	10.084	10.999	22.113	0	-0.001	0
O	7.854	7.983	19.244	-0.001	0	-0.001
O	1.268	4.331	25.47	0.001	-0.002	0.002
O	12.975	2.708	15.467	0	-0.002	0
O	14.513	12.896	19.653	-0.001	0	-0.001
O	8.838	4.211	24.792	-0.001	-0.001	0.001
O	8.424	0.452	22.039	0	-0.001	0.001
O	10.64	11.508	17.371	0.001	0.001	-0.004
O	5.111	10.177	22.156	-0.001	-0.001	0
O	13.57	11.963	21.939	0	-0.001	0
O	10.007	13.151	15.321	-0.001	-0.002	0.002
O	12.373	13.156	16.52	0.001	0	0
O	8.394	10.045	13.367	-0.001	-0.001	-0.001
O	9.962	9.826	19.313	-0.001	-0.001	0
O	13.863	7.743	22.816	0	-0.001	0.001
O	3.804	3.502	25.35	0.001	-0.001	0.003
O	4.42	2.866	22.836	0	-0.001	0.001
O	3.217	11.234	20.691	0	-0.002	0.001
O	0.933	7.895	23.925	0	-0.001	0.001
O	7.008	8.381	22.28	0	-0.001	0
O	11.251	2.986	24.827	-0.001	-0.001	0.002
O	12.365	14.031	20.667	0	0	0
O	2.598	9.005	16.777	-0.002	-0.001	-0.001
O	11.733	3.719	20.178	-0.001	-0.001	0
O	14.026	9.084	25.01	0.001	-0.001	0.002
O	2	5.037	23.032	-0.001	-0.001	0
O	3.345	5.13	13.759	-0.001	0.001	-0.001
O	6.169	4.307	24.194	-0.001	-0.001	0.001
O	3.407	13.129	18.872	-0.001	-0.001	0
O	12.125	11.582	19.65	0	-0.001	0
O	18.731	5.593	16.304	-0.001	-0.001	0.001
O	13.767	15.256	25.205	0	-0.002	0.005
O	9.054	8.918	17.088	-0.001	-0.001	0
O	9.109	1.643	24.274	0	-0.001	0.002
O	1.73	1.766	25.019	0	-0.001	0.003
O	5.821	12.145	17.185	0	0.001	-0.001
O	12.044	7.447	24.904	0.001	0	-0.001
O	9.728	10.145	24.55	-0.002	0	0.002
O	-0.146	13.394	23.328	0	0	0
O	2.135	1.458	22.433	0	-0.001	0
O	3.231	8.702	25.009	0	-0.001	0.002
O	9.665	4.706	18.757	0	-0.001	0
O	3.353	15.349	14.235	0	-0.003	0.001
O	7.921	3.224	22.513	0	-0.001	0.001
O	15.698	3.134	23.306	0	0	0.001
O	7.259	5.544	18.262	-0.001	0	0
O	3.028	6.766	18.644	-0.001	-0.001	-0.001
O	15.772	8.441	15.75	0.001	-0.001	0
O	9.865	8.258	14.81	0	-0.001	-0.002
O	7.947	8.206	24.742	-0.001	0	0.002
O	5.65	11.954	19.762	-0.001	-0.001	-0.001
O	5.462	6.871	19.679	-0.001	-0.001	0
O	16.09	6.808	21.599	-0.001	-0.001	0.001
O	2.318	4.138	18.248	0	0	-0.001
O	7.473	10.486	18.447	0	-0.001	0
O	12.454	5.322	15.902	0	-0.001	0
O	9.539	12.272	19.867	-0.001	-0.001	0
O	16.59	4.544	20.523	-0.001	0	0.001
O	6.302	5.975	12.183	0	0.002	0.002
O	4.789	9.991	18.248	-0.001	0	0
O	2.532	9.67	22.687	0	-0.001	0.001
O	0.8	2.161	19.359	0	0	0
O	3.16	2.901	20.457	0	-0.001	0
O	8.103	17.679	13.96	-0.001	-0.001	0.001
O	11.489	7.709	16.826	0	-0.001	0
O	7.974	6.001	23.092	-0.001	-0.001	0.001
O	14.394	1.716	17.578	-0.002	-0.001	-0.002
O	11.95	9.484	23.207	0	-0.001	0
O	8.4	3.89	16.451	-0.001	-0.001	-0.001
O	14.13	11.591	24.682	0	0	0.001
O	11.653	11.262	14.676	-0.002	0.003	0.001
O	3.152	11.472	16.77	-0.001	0	0
O	3.641	8.633	20.498	-0.001	0.001	0.001
O	12.15	5.741	18.512	0	0	0
O	9.271	6.316	16.631	-0.001	0	0
O	7.467	13.55	15.788	-0.002	-0.002	-0.006
O	7.175	8.233	14.779	-0.001	0	-0.001
O	12.572	0.699	23.765	0.001	-0.001	0.001
O	15.03	5.665	23.841	0	-0.001	0.001
O	9.599	8.275	22.669	0	-0.001	0
O	2.518	7.577	14.55	-0.002	-0.001	0
O	11.496	3.386	17.474	0	-0.001	-0.001
O	12.695	3.044	22.624	0	0	0
O	7.605	10.856	21.324	-0.001	-0.002	0.001
O	7.113	10.539	23.89	0	-0.001	0.002
O	5.735	1.763	24.927	0.001	-0.002	0.002
O	4.4	0.743	21.318	0	0	0
O	16.353	6.204	17.289	-0.002	-0.001	-0.002
O	1.017	10.324	24.774	-0.001	-0.001	0.002
O	6.154	7.678	17.19	-0.001	0	-0.001
O	1.806	10.205	14.442	-0.002	0	0
O	10.28	2.296	21.885	-0.002	-0.002	0.001
O	2.506	-0.024	14.078	-0.002	-0.001	0.001
O	2.786	14.028	16.434	0	0	-0.001
O	10.565	3.9	14.927	-0.001	0	0
O	7.683	1.407	10.119	0.003	-0.01	-0.007
O	-2.406	-2.328	12.324	0.009	-0.005	-0.016
O	5.922	8.55	11.373	-0.001	0.016	-0.001
O	3.785	3.388	11.802	0	-0.001	-0.008
O	5.861	4.915	27.652	-0.002	0.001	-0.003
O	4.032	13.415	29.22	-0.008	-0.011	0.001
O	10.436	-2.609	29.006	0.004	-0.003	0
O	9.539	6.976	10.286	0.002	0.003	0.003
O	10.773	16.709	28.889	0.002	-0.002	0.004
O	15.554	1.237	9.955	0.001	-0.002	-0.003
O	1.89	8.671	11.287	-0.002	0.006	-0.001
O	4.136	9.461	27.391	0	-0.001	0
O	2.108	5.331	28.179	-0.001	-0.007	0.004
O	12.117	11.473	27.456	-0.001	0.002	0.002
O	12.892	2.959	11.861	0.001	0	-0.002
O	11.106	0.449	29.144	0.001	0.002	0.001
O	-2.086	5.995	10.498	0	0.002	0
O	-3.619	1.203	10.085	0.002	-0.003	-0.005
O	24.261	4.993	27.586	0.002	-0.001	0.001
O	3.889	14.142	10.084	-0.001	-0.012	-0.012
O	5.445	7.062	29.074	-0.002	-0.004	-0.003
O	10.355	9.203	11.488	-0.005	0.023	-0.013
O	10.73	3.616	10.416	-0.003	0.003	-0.002
O	7.498	16.4	11.758	0	0	0.002

Results
free energy: -262372.925 eV
free energy less fixed offsets of O -568.88, Si -635.61 eV per atom: -4.345 eV

The program warned: the cutoff lies below the one the program advises for these potential files; the forces do not sum to zero within the program's tolerance; the exchange-correlation potential is rough where the density is thin.
